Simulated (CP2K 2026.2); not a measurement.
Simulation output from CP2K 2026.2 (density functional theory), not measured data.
Periodic cell of 444 atoms, Si328O116, from a study of silicon, its oxide and their interface. The atomic structure is a simulated model.
Doubt: the forces sum to 1.55 eV/angstrom along one axis rather than to zero, so they err by at least 0.0035 eV/angstrom per atom on average; the grid cutoff is modest.

Settings
functional: PBE
method: Gaussian and plane waves
basis set: DZVP-MOLOPT-SR-GTH
pseudopotentials: GTH-PBE
grid cutoff: 350 Ry, relative cutoff 50 Ry
k points: Gamma only
occupations: fixed
spin: none
net charge: 0

Cell vectors (angstrom)
a	16.4025	0	0
b	0	16.4025	0
c	0	0	30.553

Atoms and the computed forces on them: element, x, y, z (angstrom), force x, y, z (eV/angstrom)
Si	15.913	0.432	30.338	0.081	0.001	-0.146
Si	2.265	3.226	30.492	-0.086	0.074	0.18
Si	0.026	5.302	0.212	-0.175	0.069	-0.161
Si	2.638	8.508	0.272	0.002	-0.088	-0.125
Si	0.333	10.642	0.089	-0.294	-0.241	-0.012
Si	2.319	13.244	30.454	0.019	0.11	0.287
Si	5.146	16.089	30.231	-0.215	-0.109	-0.054
Si	7.758	2.822	30.39	0.347	0.089	-0.195
Si	5.503	5.12	0.05	-0.151	0.321	-0.048
Si	7.714	8.27	0.315	-0.01	0.003	-0.362
Si	5.599	10.502	0.767	0.18	0.082	-0.56
Si	8.434	13.089	30.427	0.033	-0.019	0.194
Si	11.306	15.925	30.334	-0.093	-0.025	-0.611
Si	13.733	2.562	0.342	0.009	0.042	-0.201
Si	11.417	4.635	30.293	-0.193	0.128	-0.1
Si	13.182	8.69	0.001	-0.088	0.016	-0.05
Si	10.856	10.872	0.281	0.233	0.069	0.029
Si	13.525	13.809	0.278	0.174	-0.115	-0.163
Si	1.237	1.4	1.168	0.035	0.088	-0.298
Si	3.93	4.058	1.434	0.102	-0.086	-0.272
Si	1.376	6.814	1.433	-0.04	0.156	-0.302
Si	4.005	9.378	1.959	0.072	-0.013	-0.177
Si	1.39	12.046	1.658	-0.08	-0.045	-0.301
Si	3.914	14.716	1.158	-0.077	-0.265	-0.384
Si	6.706	1.083	1.09	-0.031	0.129	-0.037
Si	9.567	3.827	1.121	-0.054	0.059	-0.147
Si	6.669	6.636	1.549	-0.153	-0.108	-0.269
Si	9.506	9.383	1.486	-0.339	0.068	-0.358
Si	6.948	12.199	1.569	-0.038	-0.116	-0.469
Si	9.552	14.878	1.108	0.086	-0.105	-0.185
Si	12.256	1.109	1.384	0.024	-0.028	-0.156
Si	15.031	4.031	1.607	0.024	0.066	-0.24
Si	12.212	6.683	1.119	0.132	-0.017	-0.289
Si	14.96	9.57	1.357	0.079	0.076	-0.293
Si	12.287	12.249	1.553	-0.046	0.121	-0.242
Si	15.054	15.148	1.417	-0.139	0.009	-0.179
Si	0.01	2.633	2.824	0.151	-0.053	0.085
Si	2.643	16.295	2.53	-0.044	0.167	-0.091
Si	16.326	8.145	2.764	-0.079	0.164	-0.092
Si	2.702	5.467	2.857	0.086	-0.055	-0.011
Si	16.39	13.635	2.757	-0.007	0.075	-0.047
Si	2.703	10.84	3.135	-0.051	0.113	0.102
Si	5.386	2.535	2.601	-0.152	-0.101	-0.027
Si	8.18	16.271	2.541	-0.109	-0.031	-0.19
Si	5.433	7.957	3.049	-0.033	-0.204	0.294
Si	8.245	5.273	2.646	0.071	-0.089	0.031
Si	5.399	13.571	2.704	-0.006	0.099	-0.06
Si	8.242	10.803	2.911	0.066	-0.049	0.195
Si	10.85	2.532	2.646	-0.036	0.086	0.119
Si	13.641	16.337	2.864	0.111	-0.11	0.059
Si	10.898	7.964	2.707	0.131	-0.029	0.034
Si	13.584	5.469	2.724	-0.093	0.162	0.035
Si	10.863	13.659	2.76	0.004	-0.046	-0.017
Si	13.697	10.905	2.843	0.031	-0.048	-0.004
Si	1.353	4.042	4.166	-0.004	-0.109	0
Si	4.013	1.233	4.02	0.13	-0.003	-0.133
Si	1.237	9.456	4.282	0.006	0.013	-0.059
Si	4.029	6.68	4.359	0.119	0.035	-0.03
Si	1.35	15.022	4.095	0.047	-0.154	-0.15
Si	4.135	12.293	4.254	-0.072	-0.083	0.002
Si	6.806	3.921	4.008	0.064	-0.029	-0.181
Si	9.478	1.225	4.042	0.122	0.034	-0.025
Si	6.831	9.448	4.25	0.012	0.085	-0.092
Si	9.528	6.662	4.114	0.005	0.086	-0.04
Si	6.8	14.982	4.019	-0.097	0.025	-0.022
Si	9.577	12.26	4.197	-0.037	-0.036	-0.084
Si	12.225	3.996	4.029	-0.043	0.075	-0.115
Si	15.01	1.32	4.193	-0.018	0.02	-0.041
Si	12.272	9.45	4.083	0.072	-0.094	-0.087
Si	14.967	6.785	4.145	0.017	-0.052	-0.003
Si	12.254	14.965	4.177	-0.055	0.056	-0.078
Si	15.022	12.309	4.185	-0.039	-0.048	-0.057
Si	16.397	16.398	10.986	0.001	0.012	-0.001
Si	2.746	2.722	10.998	-0.019	0.003	-0.001
Si	0.022	5.458	10.966	0.012	-0.014	0
Si	2.756	8.197	10.945	-0.024	-0.008	0.003
Si	0.009	10.928	10.994	-0.008	-0.001	0.016
Si	2.744	13.658	10.983	0.015	-0.024	0.001
Si	5.488	16.387	11.005	-0.036	-0.013	0.002
Si	8.237	2.723	10.987	-0.015	-0.028	-0.003
Si	5.496	5.462	10.972	-0.039	0.015	0.005
Si	8.23	8.207	10.964	-0.03	-0.022	0.004
Si	5.488	10.929	10.943	-0.026	0.003	0.006
Si	8.21	13.67	10.972	-0.041	0.004	0.008
Si	10.942	16.394	10.962	-0.016	-0.02	-0.007
Si	13.68	2.732	10.958	-0.01	-0.012	-0.006
Si	10.971	5.462	10.98	0.007	-0.028	-0.002
Si	13.686	8.195	10.996	0.002	-0.026	0.013
Si	10.943	10.946	10.988	-0.054	-0.007	0.011
Si	13.661	13.68	10.994	-0.021	0.001	0.002
Si	1.365	1.362	12.355	0.008	-0.002	0
Si	4.127	4.112	12.345	-0.003	-0.016	0.007
Si	1.398	6.843	12.319	0.041	0.035	-0.02
Si	4.119	9.577	12.31	0.02	0.002	-0.009
Si	1.384	12.294	12.358	-0.001	0.014	0.007
Si	4.113	15.017	12.356	-0.005	0.013	0.003
Si	6.874	1.366	12.352	0.018	0.023	-0.001
Si	9.614	4.105	12.345	0.011	0.046	0.014
Si	6.863	6.858	12.332	0.013	0.007	0.013
Si	9.574	9.594	12.352	0.06	0.04	0.003
Si	6.835	12.306	12.323	0.001	-0.036	-0.018
Si	9.581	15.041	12.34	0.033	0.013	-0.015
Si	12.314	1.371	12.318	0.02	0.008	-0.02
Si	15.05	4.104	12.325	0.008	0.012	-0.012
Si	12.334	6.833	12.36	0.002	0.033	0.001
Si	15.05	9.567	12.368	0.001	-0.016	0.003
Si	12.296	12.323	12.372	0.036	-0.012	0
Si	15.023	15.052	12.371	0.029	-0.007	0.018
Si	16.401	2.751	13.706	0.022	-0.007	0.003
Si	2.751	16.4	13.705	0.008	-0.012	-0.026
Si	0.061	8.21	13.708	-0.017	-0.001	0.029
Si	2.783	5.518	13.699	-0.049	0.012	0.008
Si	0.013	13.676	13.711	0.006	-0.019	-0.019
Si	2.776	10.931	13.714	0.041	-0.009	0.019
Si	5.531	2.769	13.699	-0.034	-0.009	-0.013
Si	8.256	0.021	13.723	-0.035	0.001	-0.003
Si	5.513	8.266	13.689	-0.08	-0.002	-0.009
Si	8.267	5.516	13.684	-0.021	-0.065	-0.013
Si	5.482	13.652	13.721	0.002	0.001	-0.004
Si	8.211	10.992	13.712	-0.057	0.036	-0.011
Si	11.007	2.757	13.707	0.012	-0.07	-0.009
Si	13.654	0.044	13.733	-0.057	0.066	0.003
Si	10.981	8.246	13.694	-0.019	-0.034	-0.02
Si	13.739	5.49	13.72	0.003	-0.046	0.004
Si	10.931	13.708	13.746	-0.03	0.005	0.041
Si	13.678	10.953	13.722	0.001	0.016	-0.006
Si	1.38	4.152	15.021	0.029	-0.045	-0.032
Si	4.159	1.375	15.016	-0.01	0.007	-0.061
Si	1.428	9.564	15.095	-0.04	-0.012	0.026
Si	4.179	6.896	15.059	0.082	0.047	-0.006
Si	1.374	15.047	15.078	0.032	0.027	0.062
Si	4.118	12.297	15.116	-0.065	-0.055	0.043
Si	6.917	4.159	15.052	0.054	0.018	-0.019
Si	9.636	1.415	15.077	0.037	0.066	0.021
Si	6.836	9.664	15.085	0.035	0.015	0.052
Si	9.618	6.906	15.05	0.08	0.065	-0.008
Si	6.877	15.03	15.044	-0.018	0.024	0.002
Si	9.54	12.362	15.121	0.023	-0.05	0.007
Si	12.393	4.115	15.08	0.009	0.049	0.042
Si	15.015	1.427	15.104	0.051	-0.044	0.05
Si	12.315	9.605	15.106	-0.034	0.009	0.046
Si	15.118	6.857	15.096	0.024	0.044	0.016
Si	12.267	15.116	15.119	0.047	-0.044	0.005
Si	15.056	12.309	15.079	-0.037	0.033	0.013
Si	16.392	0.031	16.412	-0.076	0.059	0.045
Si	2.814	2.807	16.29	-0.111	0.025	0.024
Si	0.08	5.483	16.492	0.007	-0.021	0.003
Si	2.831	8.221	16.479	0.008	0.067	0.016
Si	0.04	10.939	16.438	0.101	-0.058	0.032
Si	2.716	13.661	16.458	0.063	-0.035	-0.017
Si	5.531	0.008	16.364	0.087	-0.008	0.028
Si	8.318	2.834	16.42	0	-0.053	0.045
Si	5.635	5.603	16.401	-0.14	0.021	0.058
Si	8.259	8.321	16.385	-0.064	-0.054	0.092
Si	5.511	11.009	16.558	0	-0.006	0.165
Si	8.199	13.756	16.533	-0.021	0.016	0.063
Si	10.931	0.1	16.556	-0.007	0.032	-0.008
Si	13.744	2.83	16.572	-0.072	0.044	0.001
Si	11.047	5.558	16.355	-0.087	-0.093	0.06
Si	13.769	8.268	16.434	0.062	-0.122	0.033
Si	10.878	10.954	16.455	0.054	0.131	0.19
Si	13.669	13.713	16.389	0.047	0.032	0.134
Si	1.385	1.514	17.624	-0.038	0.049	-0.295
Si	4.241	4.161	17.594	0.029	-0.018	-0.238
Si	1.594	6.724	17.829	0.086	-0.008	0.084
Si	4.161	9.577	17.923	0.045	0.005	-0.017
Si	1.338	12.298	17.861	-0.06	0.025	0.003
Si	4.15	15.055	17.716	0.018	-0.123	-0.177
Si	6.954	1.373	17.679	0.065	-0.112	-0.119
Si	9.673	4.302	17.768	0.16	0.067	-0.162
Si	6.986	7.011	17.831	-0.082	0.103	-0.122
Si	9.492	9.627	17.901	-0.014	0.202	0.015
Si	6.831	12.467	17.994	-0.166	-0.091	0.127
Si	9.486	15.194	17.945	-0.072	0.101	0.064
Si	12.308	1.504	17.923	-0.042	0.027	0.04
Si	15.126	4.236	17.995	-0.016	-0.009	0.079
Si	12.425	6.867	17.749	0.006	-0.039	-0.102
Si	15.186	9.537	17.85	-0.003	0.088	0.213
Si	12.259	12.386	17.729	-0.18	-0.185	-0.175
Si	15.015	15.055	17.808	0.03	0.002	-0.026
Si	0.236	2.826	19.211	0.116	0	0.227
Si	2.752	0.102	18.812	0.015	0.03	0.191
Si	0.293	8.067	19.194	-0.287	0.128	-0.053
Si	3.086	5.384	19.174	-0.038	-0.035	0.185
Si	16.331	13.642	19.244	-0.184	-0.011	0.362
Si	2.788	11.027	19.24	-0.029	0.017	0.191
Si	5.622	2.814	18.85	-0.127	-0.087	0.074
Si	8.114	0.215	19.389	-0.035	0.051	0.302
Si	5.609	8.243	19.326	-0.092	-0.006	0.218
Si	8.406	5.716	19.184	0.193	-0.084	0.401
Si	5.387	13.91	19.374	-0.033	0.022	0.243
Si	8.139	11.054	19.419	0.048	0.07	0.162
Si	10.978	3.027	19.232	-0.013	-0.025	0.196
Si	13.683	0.072	19.208	0.005	-0.164	0.131
Si	11.015	8.189	19.021	0.005	0.089	0.335
Si	13.715	5.697	19.368	0.037	0.004	0.271
Si	10.913	13.782	19.14	0.232	-0.071	0.1
Si	13.644	10.996	19.032	0.045	0.027	0.241
Si	2.123	3.723	20.526	0.1	-0.097	0.428
Si	4.16	1.471	20.057	-0.02	0.009	0.627
Si	1.476	9.581	20.525	0.131	0.189	0.312
Si	4.838	6.293	20.543	0.041	0.167	0.264
Si	1.31	15.311	20.188	-0.028	-0.017	0.439
Si	4.128	12.371	20.706	0.109	0.029	0.014
Si	7.014	4.141	20.168	0.061	0.042	0.562
Si	9.25	2.059	20.516	-0.279	0.1	0.074
Si	6.4	10.042	20.766	0.151	-0.2	0.195
Si	10.052	6.844	20.692	-0.041	0.319	-0.045
Si	6.262	15.702	20.778	0.116	0.07	0.326
Si	9.91	12.21	20.566	-0.202	-0.065	0.449
Si	12.159	4.492	20.769	0.161	-0.2	0.157
Si	15.502	1.094	20.304	0.043	0.013	0.638
Si	12.082	9.788	20.35	0.138	-0.074	-0.027
Si	15.062	7.256	20.684	0.154	-0.361	-0.013
Si	12.378	14.964	20.53	-0.021	0.175	0.046
Si	14.462	12.622	20.563	0.074	0.06	-0.194
Si	11.145	16.16	27.123	0.242	-0.016	-0.228
Si	4.127	4.222	25.083	0.052	-0.023	-0.101
Si	15.899	1.759	23.22	0.115	-0.09	0.351
Si	2.665	9.106	23.472	-0.123	0.118	0.464
Si	7.477	16.092	23.51	-0.085	0.306	0.386
Si	9.747	11.867	23.633	-0.055	-0.055	0.299
Si	7.448	11.377	25.326	-0.048	-0.18	-0.179
Si	10.459	0.235	22.598	0.224	-0.103	0.136
Si	13.494	3.562	23.595	0.222	-0.119	0.381
Si	11.831	7.672	25.501	0.143	0.181	0.043
Si	16.372	10.131	24.628	0.07	0.17	0.422
Si	10.836	8.878	22.849	0.104	-0.062	0.293
Si	15.104	15.86	24.872	-0.017	-0.007	0.021
Si	1.46	3.993	23.444	-0.02	-0.308	0.507
Si	5.661	9.46	23.691	-0.066	-0.006	0.252
Si	15.251	10.135	21.827	0.341	0.024	0.613
Si	2.437	13.951	22.747	-0.21	0.113	0.357
Si	4.014	1.749	28.769	-0.297	0.343	-0.417
Si	15.365	5.856	23.6	-0.127	0.024	0.518
Si	4.849	5.915	27.584	0.057	-0.131	-0.344
Si	9.181	11.019	27.624	0.212	0.041	-0.428
Si	12.425	1.037	24.856	0.422	-0.054	0.299
Si	0.27	13.131	24.532	-0.254	-0.054	0.323
Si	16.401	15.507	27.429	-0.156	0.071	-0.578
Si	4.407	6.909	23.598	0.015	-0.247	0.324
Si	16.053	13.107	29.137	0.093	-0.194	-0.259
Si	5.991	1.65	25.185	-0.149	0.323	-0.208
Si	4.365	8.629	28.159	-0.131	-0.04	-0.336
Si	7.193	7.562	27.928	0.118	-0.087	-0.296
Si	4.052	11.501	28.719	0.033	-0.214	-0.022
Si	8.401	15.691	26.417	0.164	0.059	-0.203
Si	4.427	16.054	27.158	-0.059	-0.205	-0.56
Si	11.642	6.03	27.853	-0.108	0.178	-0.571
Si	14.99	7.908	25.882	-0.053	0.27	-0.046
Si	7.111	1.642	27.777	0.163	0.091	-0.566
Si	6.825	12.572	27.967	0.154	-0.147	-0.308
Si	2.346	14.657	25.674	-0.085	-0.172	0.041
Si	10.35	13.417	26.35	0.201	0.131	-0.087
Si	9.977	8.383	27.548	0.096	-0.074	-0.391
Si	14.537	6.845	28.591	0.197	0.026	-0.202
O	13.649	0.026	24.391	-0.09	-0.027	-0.291
O	14.762	1.616	29.951	0.341	-0.118	0.53
O	3.353	0.819	27.593	-0.077	0.252	0.17
O	1.064	4.275	29.976	0.261	-0.238	0.253
O	15.496	6.062	29.631	-0.121	0.021	0.085
O	3.749	8.232	29.626	0.049	-0.265	0.144
O	1.486	9.523	30.164	-0.118	0.007	0.264
O	15.563	9.608	23.328	-0.385	-0.163	-0.481
O	16.124	13.902	27.7	0.101	-0.12	0.258
O	2.76	12.458	29.024	-0.268	0.511	0.243
O	5.174	15.591	28.565	0.199	0.003	0.957
O	4.024	0.949	30.197	-0.059	-0.256	0.193
O	8.162	2.313	28.823	0.06	0.046	0.68
O	7.096	2.263	26.251	0.063	-0.075	0.065
O	4.3	4.691	26.647	-0.208	0.113	0.299
O	3.054	3.023	29.025	0.307	-0.295	0.105
O	6.605	9.45	30.516	-0.022	0.155	0.59
O	7.89	7.461	29.411	0.01	-0.102	0.418
O	4.542	11.062	30.19	-0.232	0.066	0.177
O	3.801	10.146	27.789	0.04	0.171	0.148
O	7.472	13.63	29.089	0.326	0.08	0.552
O	7.776	11.307	28.404	-0.236	-0.408	0.244
O	12.4	14.717	30.011	-0.061	-0.046	0.536
O	9.72	11.985	30.128	0.207	-0.113	0.176
O	12.693	3.573	30.061	-0.182	0.296	0.064
O	10.852	7.35	28.446	0.018	-0.049	0.129
O	10.931	4.814	28.671	0.059	-0.254	0.64
O	13.221	5.948	28.237	0.116	0.022	0.317
O	12.076	9.894	30.092	-0.24	-0.108	0.567
O	2.782	14.866	24.091	0.178	-0.08	-0.132
O	0.805	13.885	30.049	0.233	0.294	0.022
O	1.931	4.536	21.984	0.299	-0.048	-0.645
O	0.237	4.922	23.952	0.076	0.148	-0.221
O	3.177	2.478	20.974	-0.461	0.247	-0.719
O	5.1	0.489	21.037	0.347	-0.077	-0.303
O	2.124	8.994	21.94	0.039	-0.268	-0.586
O	0.216	10.541	21.027	0.03	0.063	-0.003
O	4.314	6.904	21.976	-0.083	0.186	-0.283
O	5.937	5.102	21.053	-0.182	0.402	-0.603
O	0.186	16.346	20.812	-0.249	-0.072	-0.677
O	2.244	14.961	21.507	-0.203	0.019	-0.526
O	5.298	11.25	21.021	0.152	0.017	0.08
O	3.572	12.881	22.222	0.323	0.021	-0.328
O	8.036	3.126	21.075	0.152	-0.063	-0.75
O	8.979	16.039	22.888	-0.001	0.064	-0.019
O	10.18	1.642	21.83	-0.232	-0.037	-0.395
O	6.602	9.551	22.354	0.107	0.163	-0.599
O	8.135	11.928	23.956	-0.166	0.217	-0.219
O	13.377	8.108	25.767	0.012	0.03	0.153
O	9.771	7.989	21.927	-0.338	-0.357	-0.406
O	6.602	15.283	22.391	-0.352	0.003	-0.644
O	9.894	12.629	22.199	0.094	0.311	-0.754
O	10.251	10.287	23.503	-0.017	-0.277	0.003
O	13.931	5.114	23.966	-0.188	0.198	-0.292
O	12.856	3.669	22.078	-0.37	0.298	-0.682
O	1.492	13.258	25.643	0.003	-0.071	-0.16
O	16.164	0.356	24.014	-0.108	-0.01	-0.13
O	12.147	9.231	21.935	0.083	0.077	-0.46
O	10.94	10.948	20.534	-0.162	-0.071	-0.044
O	14.56	8.824	21.089	-0.178	-0.321	0.003
O	15.523	7.123	24.582	0.205	-0.091	-0.156
O	13.447	13.831	21.149	0.033	-0.059	-0.506
O	11.437	15.65	21.723	0.194	-0.264	-0.104
O	14.506	11.595	21.896	0.199	0.045	0.012
O	1.02	13.169	23.074	0.199	-0.315	-0.166
O	3.73	14.71	26.533	0.27	0.046	0.353
O	14.505	13.188	29.646	0.12	-0.204	-0.082
O	2.579	3.987	24.638	-0.335	0.168	-0.272
O	1.329	15.686	26.461	0.011	0.183	0.2
O	2.975	7.595	24.067	0.15	0.095	-0.007
O	15.091	1.633	21.814	-0.032	-0.114	-0.486
O	6.919	12.586	26.301	-0.094	-0.058	0.406
O	4.093	9.922	23.472	0.013	-0.031	-0.027
O	7.495	0.04	27.563	-0.001	-0.163	0.353
O	6.748	1.152	23.813	0.126	-0.102	-0.076
O	9.822	9.753	28.413	-0.152	-0.139	0.3
O	10.475	12.789	24.823	0.106	0.058	-0.054
O	8.659	10.595	26.114	-0.084	-0.015	0.352
O	6.253	10.359	24.913	-0.178	-0.153	0.098
O	11.154	0.494	24.026	-0.217	0.097	-0.248
O	15.497	14.286	24.576	-0.007	-0.108	0.086
O	15.43	6.353	22.045	-0.003	0.216	-0.575
O	14.886	2.777	23.968	-0.053	0.06	-0.031
O	8.518	7.847	27.004	0.126	0.197	-0.169
O	14	8.276	29.16	-0.014	0.228	0.333
O	11.047	5.639	21.317	-0.152	-0.057	-0.415
O	11.406	7.792	23.949	-0.055	-0.152	-0.359
O	15.773	9.342	25.919	0.104	-0.131	-0.082
O	0.964	2.456	23.187	-0.05	0.078	-0.342
O	4.94	2.839	24.799	0.205	-0.315	-0.149
O	4.747	5.578	29.182	0.114	-0.281	0.562
O	5.625	7.875	24.129	0.149	-0.073	-0.294
O	16.001	11.699	24.844	-0.246	0.061	0.114
O	1.574	9.873	24.43	0.156	0.036	-0.126
O	0.049	16.347	28.818	0.015	0.1	0.705
O	11.483	14.575	26.675	-0.115	0.028	-0.035
O	5.252	0.368	25.914	-0.086	-0.372	0.097
O	5.606	1.972	28.384	-0.058	0.075	0.061
O	10.89	8.767	26.256	-0.124	0.092	0.042
O	12.241	0.78	26.468	-0.258	-0.105	0.152
O	6.008	8.709	27.981	-0.128	0.184	0.316
O	6.462	6.216	27.33	0.134	0.178	0.086
O	10.344	12.158	27.399	-0.144	-0.297	0.386
O	5.228	12.45	28.137	-0.086	0.305	0.025
O	9.752	0.2	26.369	-0.208	-0.099	0.176
O	4.71	5.424	24.157	0.029	0.17	-0.017
O	12.5	2.661	24.557	-0.243	-0.001	-0.238
O	0.003	11.497	29.23	-0.12	0.038	0.087
O	15.185	16.092	26.488	0.209	-0.2	0.158
O	10.999	16.398	28.733	0.115	0.06	0.898
O	3.981	7.292	27.245	0.149	0.008	0.109
O	6.728	4.104	30.143	0.297	-0.261	-0.003
O	8.945	14.184	26.749	-0.034	0.009	-0.078
O	7.606	15.459	25.012	-0.116	-0.018	0.25
O	15.396	7.114	27.237	-0.208	-0.369	0.261
O	11.535	6.189	26.198	0.022	-0.223	0.393
Si	16.396	16.352	5.517	-0.048	-0.007	-0.009
Si	2.737	2.641	5.474	-0.014	0.046	-0.043
Si	16.36	5.411	5.506	-0.025	0.022	-0.044
Si	2.669	8.128	5.613	-0.042	-0.056	0.071
Si	16.342	10.92	5.575	-0.003	-0.015	0.07
Si	2.714	13.675	5.522	0.04	0.11	0.031
Si	5.438	16.342	5.432	-0.022	0.028	-0.099
Si	8.163	2.621	5.442	-0.07	-0.024	-0.024
Si	5.508	5.29	5.515	-0.114	-0.032	0.025
Si	8.229	8.078	5.536	0.015	-0.041	-0.011
Si	5.481	10.877	5.571	-0.001	-0.011	0.039
Si	8.156	13.649	5.481	-0.015	-0.124	-0.111
Si	10.883	16.362	5.483	0.011	-0.041	-0.021
Si	13.617	2.713	5.477	0.077	-0.006	0.021
Si	10.916	5.346	5.48	-0.045	-0.022	-0.009
Si	13.629	8.156	5.526	0.011	0.006	-0.064
Si	10.958	10.856	5.497	-0.02	0.036	-0.013
Si	13.633	13.629	5.546	-0.008	-0.036	0.018
Si	1.365	1.318	6.873	-0.006	0.027	0.017
Si	4.105	3.985	6.88	0.121	-0.098	0.03
Si	1.31	6.75	6.929	0.04	0.034	0.02
Si	4.08	9.519	6.908	-0.032	0.07	0.016
Si	1.352	12.292	6.896	0.013	-0.064	-0.073
Si	4.1	15.022	6.873	-0.021	-0.043	0.008
Si	6.796	1.297	6.838	0.001	0.036	-0.01
Si	9.532	4.001	6.836	0.048	0.033	-0.009
Si	6.84	6.72	6.878	0.022	0.047	-0.029
Si	9.585	9.5	6.873	-0.002	0.004	-0.019
Si	6.841	12.277	6.892	0.004	-0.016	0.027
Si	9.531	15.002	6.857	0.018	0.032	0.043
Si	12.265	1.332	6.844	-0.029	0.044	-0.001
Si	14.996	4.054	6.869	-0.021	0.044	0.002
Si	12.269	6.757	6.858	0.058	-0.001	-0.008
Si	14.982	9.533	6.914	-0.035	0.064	-0.002
Si	12.287	12.241	6.892	0.077	-0.065	0.016
Si	15.02	15	6.888	0.017	0.006	-0.008
Si	16.397	2.701	8.226	-0.005	-0.024	-0.012
Si	2.741	16.382	8.258	0.02	0.025	0.012
Si	16.374	8.17	8.263	0.013	-0.013	-0.005
Si	2.744	5.394	8.236	-0.043	0.015	-0.009
Si	16.391	13.653	8.267	-0.025	-0.014	0.013
Si	2.727	10.921	8.25	0.015	0.007	0.026
Si	5.48	2.663	8.261	-0.064	0.015	0.02
Si	8.182	16.376	8.228	-0.019	-0.037	-0.004
Si	5.482	8.138	8.224	-0.021	-0.02	0.012
Si	8.224	5.396	8.247	-0.054	-0.011	0.015
Si	5.469	13.656	8.242	-0.037	-0.029	0.003
Si	8.227	10.903	8.23	-0.026	0.004	-0.009
Si	10.92	2.693	8.228	0.002	-0.019	0.005
Si	13.652	16.389	8.225	0.02	-0.013	-0.005
Si	10.948	8.152	8.249	-0.014	0.016	0.002
Si	13.659	5.437	8.241	0.006	-0.013	-0.002
Si	10.918	13.643	8.224	-0.047	-0.032	-0.02
Si	13.652	10.913	8.287	-0.02	-0.026	0.032
Si	1.368	4.058	9.61	0.037	0.004	-0.012
Si	4.105	1.334	9.643	0.016	-0.008	0.006
Si	1.354	9.555	9.607	0.011	0.006	0.002
Si	4.107	6.792	9.593	0.017	0.014	-0.004
Si	1.364	15.022	9.626	0.003	-0.018	-0.01
Si	4.1	12.293	9.603	0	-0.003	0.005
Si	6.847	4.057	9.618	0.019	0.013	-0.007
Si	9.56	1.338	9.598	0.012	0.025	-0.008
Si	6.846	9.538	9.581	0.004	0.012	-0.003
Si	9.579	6.798	9.612	0.022	0.023	-0.009
Si	6.831	15.023	9.613	0.021	0.01	-0.008
Si	9.568	12.287	9.609	0.044	-0.018	0.013
Si	12.291	4.073	9.594	0.01	0.029	-0.014
Si	15.029	1.346	9.598	0.01	0.021	-0.002
Si	12.293	9.54	9.638	0.037	0.014	0.002
Si	15.02	6.807	9.622	-0.011	0.043	0.006
Si	12.292	15.016	9.592	0.021	0.011	-0.012
Si	15.026	12.291	9.641	0.038	-0.022	0.006

Results
total energy: -85940.670 eV
total energy less fixed offsets of O -438.35, Si -107.03 eV per atom: 13.770 eV
